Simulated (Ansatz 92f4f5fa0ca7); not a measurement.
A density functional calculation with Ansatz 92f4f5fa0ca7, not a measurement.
Periodic cell of 256 atoms, Si144O112, from a study of silicon, its oxide and their interface. The atomic structure is a simulated model.
This geometry differs little from another in the collection (a relaxation step or a small displacement).

Settings: functional r2SCAN; potential files Ansatz PAW; basis plane waves; wave-function cutoff 800 eV; density cutoff ratio 5; exchange-correlation grid ratio 1; k mesh 1 x 1 x 1, shifted by 0.5 0.5 0 of a step; self-consistency stop 1e-10 eV per atom in the density residual; occupations fixed; spin none; net charge 0.

Cell vectors (angstrom)
a, 10.88, 0, 0
b, 0, 10.88, 0
c, -0.5462, 4.626, 36.1336

Atoms and the computed forces on them: element, x, y, z (angstrom), force x, y, z (eV/angstrom)
Si, 1.6471, -1.6461, 0.168, -0.0081, 0.0093, -0.0479
Si, 4.4481, 1.051, 0.0253, -0.0036, 0.0098, -0.0482
Si, 0.9768, 4.3464, 0.0115, 0.0007, -0.0114, -0.0435
Si, 3.8872, -3.815, 0.0936, 0.0083, -0.0003, -0.0365
Si, -4.2795, -1.2269, 0.1128, 0.0043, -0.0057, -0.036
Si, -1.6836, 1.6735, 0.0756, 0.0126, -0.003, -0.0514
Si, 6.9547, 3.8436, 0.1481, -0.0076, 0.0054, -0.0452
Si, -1.0786, -4.1715, 0.1311, 0.002, 0.007, -0.0417
Si, 2.7818, 0.0116, 1.3535, 0.0031, 0.0009, -0.0001
Si, 5.4657, 2.6332, 1.4469, -0.0037, -0.0018, 0.0008
Si, 2.7043, -5.4801, 1.2728, -0.0016, 0.0006, -0.0025
Si, 5.4114, -2.7036, 1.4662, 0.001, -0.0004, -0.0037
Si, -2.7102, -0.0089, 1.3631, 0.0001, 0.0003, -0.0018
Si, -0.0728, 2.7683, 1.3799, 0, 0.0008, -0.0036
Si, 8.1502, 5.4951, 1.3289, 0.0029, 0, 0.0062
Si, 0.0846, -2.732, 1.5177, -0.0007, 0.0004, 0.0059
Si, 1.3583, 1.3826, 2.6589, 0, 0.001, 0.0004
Si, 4.0582, 4.0564, 2.6725, -0.0004, 0.0011, -0.0017
Si, 1.4304, -4.1447, 2.7913, 0.001, -0.0019, -0.0039
Si, 4.0804, -1.3286, 2.8133, -0.0012, 0.0018, 0.001
Si, 6.8261, 1.3029, 2.8097, 0.0009, -0.0027, -0.0009
Si, 9.486, 4.1278, 2.7623, 0.0021, 0.0029, 0.001
Si, 6.8001, 6.8014, 2.7337, -0.0004, 0.0004, 0.0046
Si, -1.338, -1.336, 2.7372, -0.0019, 0.0003, 0.0049
Si, 0.0222, 0.0284, 4.0681, 0.0003, 0.0002, 0.0012
Si, 2.7036, 2.7246, 4.0554, -0.0007, 0.0017, 0.0026
Si, 0.0099, 5.4317, 4.1206, 0.0013, 0.0003, -0.0003
Si, 2.7426, -2.7369, 4.1278, 0.0026, 0.0009, -0.0004
Si, 5.4528, -0.0109, 4.1663, 0.0003, 0.0018, 0.0027
Si, 8.1639, 2.7258, 4.1115, 0.0011, 0.0015, -0.0028
Si, 5.4274, 5.4198, 4.0502, -0.0017, 0.002, 0.0023
Si, 8.1648, -2.7069, 4.0795, -0.0004, 0.0007, -0.0008
Si, 1.3573, -1.3438, 10.9096, -0.0004, -0.0005, -0.0029
Si, 4.0848, 1.328, 10.9016, -0.0006, 0.0021, -0.0029
Si, 1.3575, 4.0342, 10.7802, -0.0025, -0.0006, 0.0009
Si, 4.0974, -4.0508, 10.7649, 0.0009, 0.0035, 0.0034
Si, 6.8185, -1.3437, 10.8491, -0.0012, 0.0003, 0.0018
Si, -1.3811, 1.37, 10.8634, 0.0017, 0.0013, 0.0032
Si, 6.8131, 4.0738, 10.9073, -0.0016, -0.003, -0.0031
Si, -1.3491, 6.8066, 10.8768, 0.0003, 0.0011, 0.0012
Si, 2.7115, 0.0023, 12.3039, 0.0003, 0.0014, -0.001
Si, 5.4662, 2.6701, 12.2517, 0.0007, 0.0006, 0.0025
Si, 2.771, 5.397, 12.0223, -0.0007, -0.002, -0.0038
Si, 5.4083, -2.6818, 12.1455, 0, 0.0033, 0
Si, -2.7239, 0.012, 12.2437, -0.0006, 0.0017, 0
Si, -0.0004, 2.7237, 12.1863, -0.0003, 0.0011, 0.0012
Si, 8.1861, 5.452, 12.2488, 0.0006, 0.002, 0.001
Si, -0.0255, -2.6936, 12.2515, -0.0015, 0.0019, 0.0011
Si, 1.3244, 1.3909, 13.6225, 0.0001, 0.003, -0.0066
Si, 4.0768, 4.0811, 13.4729, -0.0017, 0.0041, -0.001
Si, 1.418, -4.1594, 13.3523, -0.0015, 0.0016, -0.0044
Si, 4.0963, -1.3698, 13.6309, -0.0004, 0.0016, -0.0063
Si, -4.0903, 1.3293, 13.6781, -0.001, -0.0016, 0.0026
Si, -1.3223, 4.0808, 13.5931, 0.0013, 0.0021, 0.0022
Si, 6.7755, -4.0175, 13.4874, -0.0009, -0.0017, 0.0051
Si, -1.3636, -1.3117, 13.6617, -0.0015, 0.0033, 0.0008
Si, -0.2234, 0.2778, 15.0199, 0.0081, -0.0088, 0.0523
Si, 2.4804, 3.0341, 14.8283, 0.0081, -0.0061, 0.0453
Si, 0.3242, -5.6158, 14.7879, -0.0043, 0.0125, 0.0424
Si, 2.9897, -3.1344, 14.696, -0.0086, 0.0006, 0.0503
Si, 5.6001, -0.2212, 15.0572, -0.0117, 0.0078, 0.0417
Si, -2.4496, 2.4952, 14.9066, -0.0056, 0.0055, 0.0449
Si, 5.274, 5.6172, 14.7586, 0.0003, 0.0012, 0.0422
Si, -3.0628, -2.4254, 14.8477, 0.008, -0.0066, 0.039
Si, 5.1534, -3.5776, 18.8701, 0.0011, 0.0017, 0.0787
Si, -1.5352, -2.276, 23.4645, -0.0032, -0.0003, 0.0168
Si, 1.1806, -0.7641, 22.7549, -0.0014, -0.0085, 0.0438
Si, 1.3443, -0.8037, -2.7054, 0.002, -0.0108, -0.0898
Si, 3.5267, 1.2352, -2.9194, 0.0036, -0.0103, -0.0839
Si, 2.561, 2.4825, 19.517, -0.0202, 0.0129, 0.0866
Si, 3.2557, -4.9833, 22.2922, 0.002, 0.0012, 0.0531
Si, 5.555, 0.4106, -5.1225, 0.0082, -0.0107, -0.0759
Si, 0.2349, 0.6519, 20.2169, -0.0042, 0.0092, 0.0819
Si, 1.5945, -2.5781, -5.0352, 0.0086, 0.0005, -0.0794
Si, 4.282, 1.7457, 17.1325, -0.0079, 0.0127, 0.0915
Si, 6.7557, -0.5445, 22.9017, 0.0049, 0.0001, 0.0276
Si, 7.1185, -5.2812, -3.7637, 0.0162, -0.0076, -0.0842
Si, 6.2657, 4.2423, -8.3449, -0.0105, -0.0038, -0.0371
Si, 0.3984, 3.4294, -10.1398, -0.0004, -0.0065, -0.0088
Si, -1.3271, -2.6092, -11.2071, 0.004, 0.0037, -0.0024
Si, 8.0625, -4.3671, 21.8533, 0.0009, 0.0112, 0.0658
Si, 2.8796, 0.9713, 24.6226, -0.0018, -0.0067, 0.0058
Si, 0.878, 5.2687, -5.1825, -0.0012, 0.0069, -0.0787
Si, 2.5726, -3.0516, -8.7224, -0.005, 0.0002, -0.0283
Si, 0.4295, -1.1461, 17.7858, 0.0015, 0.0097, 0.0932
Si, 6.0546, -4.5772, -10.5574, -0.0061, 0.0016, -0.0062
Si, -1.5884, 3.6268, -4.4053, -0.0044, 0.0003, -0.0708
Si, 5.3719, -2.7979, 21.6578, 0.005, 0.0035, 0.0594
Si, 4.2928, -2.0932, -6.3692, 0.0006, -0.014, -0.0526
Si, -0.913, 1.1835, -2.8994, -0.0106, 0.0044, -0.0719
Si, 2.9822, 3.0155, 22.5814, -0.0061, -0.0009, 0.0507
Si, 7.8258, -4.995, 18.9077, -0.0007, 0.0156, 0.0872
Si, -1.1593, -3.7732, 16.9174, -0.0054, -0.0029, 0.088
Si, -2.3923, 4.058, 23.1998, 0.0085, -0.0066, 0.0267
Si, 6.6049, 3.8681, 17.0443, -0.0059, 0.0013, 0.0879
Si, -2.7053, -2.8381, -2.1168, -0.0009, -0.0096, -0.0969
Si, 2.6716, -2.8704, 17.6207, 0.0157, -0.0133, 0.0899
Si, 2.9065, -5.3383, 19.296, 0.0012, -0.0116, 0.0776
Si, 0.7197, -1.1855, -7.5611, 0.0042, 0.0028, -0.0542
Si, 1.8139, 4.8564, -8.1077, 0.0107, -0.0027, -0.0517
Si, 3.8942, 2.8949, -9.466, -0.0021, -0.0063, -0.0144
Si, 0.3651, 3.7091, 24.2091, -0.0094, -0.0025, 0.0124
Si, 6.5476, -4.2907, -6.6107, -0.0094, 0.0028, -0.0658
Si, 7.6914, -2.9083, -8.8884, -0.0014, -0.0047, -0.0326
Si, -2.2724, 1.4166, 22.0454, -0.0137, 0.0035, 0.0459
Si, 2.2332, 3.8187, -2.7251, -0.006, 0.0088, -0.0865
Si, 1.7475, 0.8605, -9.4506, -0.001, 0.0028, -0.0216
Si, 8.1184, -0.7566, -4.3032, -0.0108, 0.0068, -0.0803
Si, 7.6929, 2.1907, -6.6747, -0.0039, 0.0061, -0.0584
Si, -2.2536, -0.5312, -7.4036, 0.0034, -0.0075, -0.0583
Si, 2.3518, -2.9999, 24.0564, -0.0043, 0.003, 0.0171
Si, 4.9756, 5.1623, -1.981, -0.0039, -0.0097, -0.0809
Si, 1.3566, -1.361, 5.4302, -0.0006, -0.0001, -0.0015
Si, 4.0651, 1.3791, 5.4405, 0.0006, 0.001, 0.0004
Si, 1.3655, 4.0648, 5.4594, 0.0028, 0.0012, 0.0013
Si, 4.1103, 6.783, 5.4564, 0.0007, 0.0013, 0.0014
Si, 6.8199, -1.3766, 5.4858, 0.0016, 0.0014, 0.0006
Si, -1.3361, 1.3722, 5.4524, 0.002, 0.0008, 0.0026
Si, 6.7821, 4.0797, 5.4334, -0.0008, -0.001, -0.0009
Si, -1.353, -4.064, 5.435, 0.0012, 0.0012, -0.0003
Si, 2.7193, -0.0052, 6.7808, 0.001, 0.0005, 0.0015
Si, 5.4313, 2.7285, 6.7953, 0.0015, 0, -0.0001
Si, 2.7331, 5.4333, 6.8072, -0.001, 0.0012, -0.0017
Si, 5.4584, -2.7434, 6.825, -0.0011, 0.0029, -0.0014
Si, -2.6994, 0.0069, 6.8163, -0.0015, 0, -0.0015
Si, 0.016, 2.7144, 6.8245, -0.0014, 0.0004, -0.0012
Si, -2.7162, -5.4375, 6.7704, -0.0001, -0.0002, 0.0001
Si, -0.0071, -2.7043, 6.7937, 0.0016, -0.0013, -0.0001
Si, 1.3683, 1.3305, 8.1562, 0.0002, 0.0011, 0
Si, 4.0917, 4.0725, 8.1667, -0.0003, 0.0004, -0.0015
Si, 1.356, 6.8115, 8.1334, -0.0001, 0, 0.0021
Si, 4.0819, -1.3547, 8.141, -0.0008, 0.0006, 0.0015
Si, 6.7944, 1.3735, 8.1491, 0.0001, -0.0017, 0.0021
Si, -1.367, 4.0893, 8.1426, 0.0006, 0.0014, 0.0015
Si, 6.8317, -4.0966, 8.1564, 0.0005, 0, 0.0004
Si, -1.3458, -1.3575, 8.1732, -0.0019, 0.0011, -0.0006
Si, 0.0023, 0.0032, 9.5368, 0.0007, -0.0001, 0.0016
Si, 2.7447, 2.6721, 9.4947, 0.0006, 0.0012, -0.0032
Si, -0.0016, 5.4506, 9.4896, -0.0017, 0.0009, -0.0038
Si, 2.694, -2.6906, 9.488, -0.0006, 0.0029, -0.0027
Si, 5.4423, 0.0016, 9.5044, -0.0003, 0, -0.0018
Si, 8.1529, 2.7354, 9.5078, -0.0004, 0.001, -0.002
Si, 5.4774, 5.427, 9.504, 0.0004, 0.0002, -0.0032
Si, 8.1715, -2.7253, 9.5142, 0.0001, -0.0002, -0.0008
O, -0.4039, -2.4964, 17.5246, -0.0116, -0.012, -0.0411
O, 1.2057, -0.0829, 21.2941, -0.0084, 0.0129, -0.0411
O, 1.3998, 4.1569, 15.3614, -0.0008, -0.0007, -0.0176
O, 0.428, -0.2589, 16.4246, -0.0133, 0.0183, -0.068
O, 6.7394, -1.3402, 15.4773, 0.0014, 0.0009, -0.0245
O, 0.3349, 0.2747, -3.3436, 0.0029, 0.0007, 0.0351
O, 7.6246, -1.392, -8.3374, 0.0036, 0.0062, 0.0215
O, 7.8378, 3.2027, 16.2471, 0.0172, -0.0164, -0.052
O, 5.5593, 5.2834, -3.4833, -0.0161, -0.0036, 0.0414
O, 2.4711, 2.3673, -3.385, 0.0027, 0.0038, 0.0236
O, 6.5975, 5.0066, -9.7408, -0.0011, -0.0042, 0.0121
O, 2.5436, -4.6167, -8.3741, -0.0007, -0.0015, 0.0128
O, 0.211, -2.1276, -11.091, -0.0028, -0.0002, -0.0016
O, 8.0749, 2.7775, -0.401, -0.0031, 0.0025, 0.0208
O, 2.1668, -4.2588, 18.3294, -0.0052, 0.0223, -0.0367
O, -0.2025, -4.7037, 16.0247, 0.0109, -0.0201, -0.0468
O, -2.4405, -3.2609, 16.0897, -0.0167, 0.0186, -0.0421
O, 4.8845, 0.3989, 16.4193, 0.0133, -0.0163, -0.0452
O, 4.4572, -3.9067, 22.3814, 0, -0.0013, -0.0174
O, -0.0534, -5.3274, -0.3907, -0.0011, 0.0029, 0.017
O, 5.5316, -0.1007, -0.3923, 0.0038, -0.0056, 0.0183
O, 6.0943, 4.3786, -1.1236, 0.0157, -0.0135, 0.044
O, 4.8733, -2.6147, 20.1426, -0.0072, -0.0117, -0.0519
O, 5.5137, 2.7471, 17.395, 0.0016, 0.0005, -0.0324
O, -1.9115, -3.2393, -9.847, -0.0076, -0.0006, 0.0096
O, -1.0601, 1.0838, -1.3024, -0.0112, 0.0102, 0.0768
O, -1.0977, 1.1276, 20.9899, 0.0182, -0.0069, -0.033
O, 2.7528, -2.7317, -0.3786, 0.0033, -0.0043, 0.021
O, 1.4827, 4.6443, -6.5461, -0.0106, 0.0023, 0.0522
O, 1.0982, -2.5275, -8.3586, 0.0014, 0.0053, 0.0186
O, 4.4823, -4.7207, -10.9049, 0.001, 0.0005, 0.0016
O, 4.007, 1.651, -1.427, 0.0128, -0.0013, 0.0703
O, 3.6509, 1.9087, 23.5489, -0.0002, 0.0061, -0.0142
O, 3.195, 2.3975, 16.1389, -0.0194, 0.017, -0.0595
O, -0.6504, 4.7916, -5.0044, -0.0072, -0.0071, 0.0244
O, -2.2962, -0.9456, -5.8394, -0.0066, 0.0016, 0.0578
O, 7.1751, 4.493, 18.4164, -0.0123, -0.0203, -0.0472
O, 3.5992, 4.376, -2.0951, 0.0099, 0.0081, 0.0363
O, -1.5549, -3.5473, 22.4489, -0.0089, -0.014, -0.019
O, 5.7027, 5.3776, -7.3101, 0.0039, 0.0065, 0.0264
O, 2.8455, -0.2237, -2.8476, 0.0004, 0.003, 0.0315
O, 7.9342, -1.5427, 23.3255, -0.0048, -0.0011, -0.0048
O, 4.1293, 3.3434, -11.0212, -0.0023, -0.0029, -0.0005
O, 1.9279, -1.5811, 18.2681, -0.0061, -0.0014, -0.0292
O, 3.7796, 4.4214, 22.6834, -0.0027, 0.002, -0.0154
O, 3.5177, 1.5644, 18.563, 0.0232, -0.0112, -0.0582
O, 7.3089, 0.4793, 21.7644, 0.002, 0.0001, -0.0173
O, 3.1954, -2.612, -5.2922, -0.0115, -0.0028, 0.0305
O, 2.5338, -5.0363, 20.846, -0.0017, -0.0036, -0.0537
O, -2.5622, -5.095, 20.442, -0.0023, -0.0089, -0.0595
O, -2.6159, 2.9986, 21.9833, -0.0025, -0.0045, -0.0134
O, 4.2989, -2.8365, 17.7071, -0.022, 0.0125, -0.0396
O, -2.2245, 0.6074, -3.6386, 0.0183, 0.0045, 0.0332
O, -2.2334, -1.9939, -3.4127, 0.0014, -0.0186, 0.0488
O, -0.8939, 3.5426, -11.099, -0.0024, 0.0012, -0.0039
O, 0.4833, 4.6168, -9.0307, 0.0026, 0.0019, 0.015
O, 1.2804, -2.1972, -3.5057, -0.0031, 0.0188, 0.0542
O, 5.9318, 5.0267, 16.1335, -0.0174, 0.0187, -0.0595
O, 0.9378, -1.0439, -1.1686, 0.0036, -0.0116, 0.0671
O, -1.856, 1.0746, 23.5951, -0.0029, -0.0008, -0.0161
O, 1.599, 0.2787, 23.9218, -0.0031, -0.0028, -0.0099
O, 6.5137, -0.6229, -4.3173, 0.0073, -0.007, 0.0288
O, 5.4523, -1.3698, 22.3981, -0.0055, -0.0121, -0.0213
O, -2.1172, 2.6636, -5.5765, 0.0155, 0.0138, 0.0392
O, 6.8626, -3.3584, 21.6069, -0.0027, -0.003, -0.0198
O, 6.3109, -3.2398, -9.6727, 0.0021, -0.0004, 0.0086
O, 8.0666, 3.3115, 24.5785, -0.0054, 0.0001, -0.0031
O, 2.3179, -1.9294, 22.8363, -0.0013, 0.0024, -0.0135
O, 8.0559, 4.2961, -3.6068, -0.0118, 0.0072, 0.0299
O, 2.8807, 3.7664, -8.5809, -0.0089, 0.0044, 0.0146
O, -0.2206, -0.33, 19.0176, 0.0045, -0.023, -0.0576
O, 4.6624, -4.3011, -1.2647, -0.0137, 0.0171, 0.0485
O, 4.1089, -4.2143, 15.2095, 0.0067, -0.0051, -0.0319
O, 2.8971, -2.7711, -10.2729, -0.0031, -0.0009, 0.009
O, 7.1576, -1.9464, -1.2417, -0.0155, 0.0141, 0.0532
O, 6.3214, 0.2718, 24.2134, -0.0005, -0.0055, -0.0068
O, -0.8117, 4.438, 23.3499, -0.0045, -0.0015, -0.0127
O, 1.6469, 0.0217, -8.0821, -0.007, -0.0132, 0.0186
O, 1.4554, 3.226, 23.1097, 0.0091, -0.002, -0.0144
O, 1.2796, 3.6504, -1.4318, -0.0126, 0.0084, 0.064
O, 7.4834, 3.4974, -7.6046, 0.0072, -0.0159, 0.0248
O, 4.6915, 1.2035, -4.0235, -0.0278, 0.012, 0.0501
O, 1.6262, 3.5794, -11.1663, -0.0012, -0.0001, -0.0007
O, -0.7854, -0.8385, -7.9471, -0.0066, 0.0011, 0.0196
O, 0.9372, -1.4344, -5.9834, 0.0069, -0.0132, 0.044
O, -1.361, 1.387, 15.4359, -0.0012, 0.0039, -0.0186
O, 3.2634, 1.4179, -9.4939, -0.0007, -0.0029, 0.0051
O, 0.9306, -4.0093, -5.3342, -0.0005, -0.0014, 0.0264
O, 2.2159, -2.7573, 16.0786, 0.0018, -0.0029, -0.0667
O, 5.6014, -3.0318, -6.2737, 0.0004, -0.005, 0.0179
O, 0.5785, 1.9965, -9.4116, 0.0001, -0.0047, 0.0059
O, -0.7278, 2.7142, -3.3825, 0.0075, -0.0184, 0.0339
O, 6.3766, 1.543, -5.9585, -0.0112, -0.0133, 0.0303
O, 6.7325, -3.8041, 18.6437, 0.0072, -0.0082, -0.0284
O, 7.7644, -3.885, -7.6028, -0.0079, -0.0036, 0.0261
O, 4.6644, -0.5344, -6.1019, 0.0103, 0.0132, 0.0259
O, -0.3108, -1.3283, 23.0093, 0.0035, 0.0025, -0.0092
O, -1.7064, -4.6949, 18.1023, 0.0203, 0.0217, -0.0573
O, 7.6378, 5.3842, 22.9324, -0.0036, 0.0068, -0.0222
O, 7.499, -4.1872, -2.6524, 0.0087, 0.02, 0.0447
O, 7.278, -4.7552, -5.2645, 0.006, -0.0122, 0.0532
O, 4.5051, -5.0582, 19.1252, 0.0021, 0.0041, -0.0276
O, 1.5661, 0.0119, -10.8004, -0.0009, -0.001, 0.0016
O, 2.5422, 4.01, 18.9401, 0.0001, -0.0022, -0.026
O, 2.1972, -4.4686, 23.3987, 0.0027, -0.0062, -0.0162
O, 1.0558, 1.8823, 19.5523, 0.008, 0.0032, -0.0298
O, -1.4723, -3.2816, -1.183, 0.0162, -0.0141, 0.051
O, 3.0752, 2.5051, 21.0532, -0.0026, -0.0028, -0.0546
O, 1.7064, 4.8178, -3.8719, 0.0165, -0.0232, 0.0579
O, 3.6723, -2.2542, -7.8507, 0.0115, 0.0016, 0.0293
O, -2.5642, 1.0302, -7.6008, -0.0016, 0.0046, 0.0257
O, 5.2846, 3.0089, -8.6841, 0.0062, 0, 0.0142

Results
free energy: -155993.570 eV
free energy less fixed offsets of O -570.45, Si -639.56 eV per atom: -6.530 eV

The program warned: the cutoff lies below the one the program advises for these potential files; the forces do not sum to zero within the program's tolerance; empty levels may hold ghost states of the PAW files; the exchange-correlation potential is rough where the density is thin.
